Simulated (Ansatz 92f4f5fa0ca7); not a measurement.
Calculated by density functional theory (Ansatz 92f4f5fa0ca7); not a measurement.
Periodic cell of 222 atoms, Si131O89As1H1, from a study of silicon, its oxide and their interface. The atomic structure is a simulated model.
Doubt: the cutoff is low for norm-conserving oxygen, so forces and energies are approximate.

Settings
functional: HSE06
potential files: SPMS norm-conserving
basis: plane waves
wave-function cutoff: 800 eV
density cutoff ratio: 4
exchange-correlation grid ratio: 1
k mesh: 1 x 1 x 1, Gamma-centred
occupations: fixed
spin: none
net charge: 0

Cell vectors (angstrom)
a, 10.938, 0, 0
b, 0, 10.938, 0
c, 0, 0, 32.6866

Atoms: element, x, y, z (angstrom)
Si, -0.2212, 0.3108, 25.2869
Si, 5.746, -0.246, 25.2777
Si, 2.495, 3.0224, 25.1791
Si, 8.4981, 2.5329, 25.247
Si, 0.2615, 5.2661, 25.1392
Si, 5.2656, 5.7433, 25.1657
Si, 3.0323, 7.9801, 25.2017
Si, 7.9715, 8.4703, 25.2328
Si, 1.3795, 1.4455, 26.563
Si, 6.8834, 1.3799, 26.5398
Si, 4.1055, 4.1495, 26.488
Si, 9.634, 4.1316, 26.5326
Si, 1.4074, 6.8372, 26.4891
Si, 6.8324, 6.8668, 26.5358
Si, 4.1425, 9.5535, 26.5675
Si, 9.5709, 9.6102, 26.5397
Si, 2.7364, 0.0069, 27.8836
Si, 8.2065, 0.005, 27.9352
Si, 0.0022, 2.7585, 27.9435
Si, 5.4628, 2.7465, 27.8639
Si, 2.7371, 5.4727, 27.9061
Si, 8.2085, 5.4733, 27.8765
Si, 0.0098, 8.2002, 27.8642
Si, 5.4771, 8.1929, 27.9449
Si, 4.1018, 1.3673, 29.2684
Si, 9.5708, 1.3673, 29.2684
Si, 1.3673, 4.1018, 29.2684
Si, 6.8362, 4.1018, 29.2684
Si, 4.1018, 6.8362, 29.2684
Si, 9.5708, 6.8362, 29.2684
Si, 1.3673, 9.5708, 29.2684
Si, 6.8362, 9.5708, 29.2684
Si, 0, 0, 30.6356
Si, 5.469, 0, 30.6356
Si, 2.7345, 2.7345, 30.6356
Si, 8.2035, 2.7345, 30.6356
Si, 0, 5.469, 30.6356
Si, 5.469, 5.469, 30.6356
Si, 2.7345, 8.2035, 30.6356
Si, 8.2035, 8.2035, 30.6356
Si, 1.3673, 1.3673, 32.0029
Si, 6.8362, 1.3673, 32.0029
Si, 4.1018, 4.1018, 32.0029
Si, 9.5708, 4.1018, 32.0029
Si, 1.3673, 6.8362, 32.0029
Si, 6.8362, 6.8362, 32.0029
Si, 4.1018, 9.5708, 32.0029
Si, 9.5708, 9.5708, 32.0029
Si, 2.7345, 0, 0.6835
Si, 8.2035, 0, 0.6835
Si, 0, 2.7345, 0.6835
Si, 5.469, 2.7345, 0.6835
Si, 2.7345, 5.469, 0.6835
Si, 8.2035, 5.469, 0.6835
Si, 0, 8.2035, 0.6835
Si, 5.469, 8.2035, 0.6835
Si, 4.1018, 1.3673, 2.0507
Si, 9.5708, 1.3673, 2.0507
Si, 1.3673, 4.1018, 2.0507
Si, 6.8362, 4.1018, 2.0507
Si, 4.1018, 6.8362, 2.0507
Si, 9.5708, 6.8362, 2.0507
Si, 1.3673, 9.5708, 2.0507
Si, 6.8362, 9.5708, 2.0507
Si, 0, 0, 3.418
Si, 5.469, 0, 3.418
Si, 2.7345, 2.7345, 3.418
Si, 8.2035, 2.7345, 3.418
Si, 0, 5.469, 3.418
Si, 5.469, 5.469, 3.418
Si, 2.7345, 8.2035, 3.418
Si, 8.2035, 8.2035, 3.418
Si, 1.3696, 1.3439, 4.8022
Si, 6.8366, 1.3408, 4.7991
Si, 4.1106, 4.0892, 4.6986
Si, 9.5732, 4.0901, 4.7924
Si, 1.3664, 6.8576, 4.77
Si, 6.8377, 6.8224, 4.7863
Si, 4.0847, 9.5711, 4.8485
Si, 9.5425, 9.5965, 4.7651
Si, 2.6879, -0.032, 6.2682
Si, 8.1291, -0.0658, 6.2113
Si, -0.0348, 2.6976, 6.1605
Si, 5.412, 2.7079, 6.0791
Si, 2.7534, 5.4417, 6.0313
Si, 8.2079, 5.4386, 6.1644
Si, 0.0146, 8.2623, 6.1067
Si, 5.4285, 8.1398, 6.1944
Si, 3.7868, 1.6882, 7.4514
Si, 9.7543, 1.074, 7.4583
Si, 1.5805, 3.9356, 7.3502
Si, 6.5848, 4.2295, 7.397
Si, 4.3344, 6.4442, 7.4421
Si, 9.3706, 7.1175, 7.356
Si, 1.0593, 9.7655, 7.6253
Si, 7.0056, 9.2186, 7.5601
O, 1.3669, 4.1238, 24.6449
O, 6.8487, 9.5816, 24.7219
O, 2.6689, 2.8231, 7.8936
O, 8.2239, 8.1672, 7.8765
O, 5.5053, 5.3703, 7.8858
O, -0.0562, -0.0095, 7.9801
O, 4.1419, 6.8629, 24.6651
O, 9.5935, 1.3981, 24.7251
O, 1.4624, 9.1025, 9.0986
O, 1.1061, 4.8164, 8.6638
O, 9.0505, 1.6499, 8.8279
O, 6.3627, 9.4776, 9.0649
O, 4.425, 1.2294, 8.8935
O, 3.6375, 6.833, 8.8683
O, 7.076, 3.4393, 8.7644
O, 10.1632, 6.7326, 8.7491
O, 3.1785, 2.3523, 23.8364
O, 5.0398, 0.423, 23.96
O, 7.8829, 3.2547, 23.9061
O, 10.5511, 5.9492, 23.777
O, 8.6233, 7.7983, 23.8822
O, 2.3798, 8.679, 23.8605
O, 5.9523, 5.1007, 23.8072
O, 0.5202, 10.6092, 23.9744
Si, 2.1462, 9.4338, 10.5533
Si, 2.916, 14.0285, 12.2659
Si, 5.2564, 5.0443, 12.2824
Si, 3.9108, 1.1338, 23.0342
Si, 8.0897, 7.3133, 16.9104
Si, 7.6437, 3.1481, 12.2952
Si, -3.1007, 12.345, 16.5877
Si, 12.8361, 12.1644, 14.5478
Si, 1.2408, 5.1974, 11.6989
Si, 8.2589, 11.2318, 12.4186
Si, 5.892, 3.3214, 18.0866
Si, 3.7402, 10.1152, 17.7771
Si, 12.2491, 9.3903, 13.4621
Si, 3.6187, 6.9207, 10.4882
Si, 6.4811, 9.9142, 10.6253
Si, 1.6642, 9.9065, 23.0624
As, 3.9924, 4.4173, 15.8918
Si, 3.9127, 10.0721, 14.7192
Si, 5.9342, 6.5383, 14.9234
Si, 7.1741, 4.3924, 22.9791
Si, 11.7962, 4.8625, 14.8377
Si, 8.5423, 3.0851, 9.3855
Si, 6.8242, 9.9682, 17.9711
Si, 8.458, 0.2817, 20.4552
Si, 10.8157, 7.6894, 15.6958
Si, 1.0264, 9.0818, 18.2281
Si, 4.038, 0.8492, 10.4268
Si, 9.11, 3.3971, 14.9503
Si, 6.0632, 2.2092, 21.0356
Si, 9.3385, 6.6738, 22.9421
Si, 10.4772, 8.8699, 21.0133
Si, 10.6352, 5.2999, 9.3255
Si, -2.3859, 4.6863, 17.8634
Si, 1.412, 1.0233, 17.516
Si, 9.9866, 13.1967, 18.7799
Si, 6.4144, -1.6903, 13.371
O, 9.6029, 14.7931, 18.8166
O, 4.4481, 4.0393, 17.5812
O, 13.1873, 6.3125, 11.1044
O, 7.8361, -0.8848, 13.5056
O, 3.826, 4.3793, 12.6855
O, 8.5579, 12.7928, 15.1829
O, 9.5714, 12.3926, 20.1381
O, 5.2798, 10.9396, 10.9752
O, -8.8454, 13.416, 13.5422
O, -0.1907, 5.4191, 10.9493
O, 6.53, 2.3179, 16.9724
O, 8.2512, 5.5305, 22.5025
O, 2.6177, 10.9894, 10.5157
O, 0.5764, 10.5684, 17.7053
O, -3.6847, 10.8161, 16.6255
O, 11.2224, 8.4495, 14.3018
O, 9.075, 1.5559, 17.6351
O, 11.7563, 8.0892, 16.96
O, 2.785, 0.0474, 22.5757
O, 1.141, 9.1995, 11.8452
O, 6.5776, 3.6265, 21.6724
O, 8.828, 6.2933, 17.964
O, -3.7818, 8.4004, 17.6781
O, 4.0181, 9.5409, 16.2593
O, 0.9115, -1.6207, 21.7607
O, 7.909, 10.6505, 10.9113
O, 3.865, 13.0405, 11.4323
O, 7.2923, 1.6054, 12.6633
O, 12.1883, 12.537, 15.9927
O, 10.9983, 6.0854, 15.5421
O, 2.227, 4.5792, 15.7877
O, 1.7307, 14.6249, 11.3177
O, 0.9801, 10.9742, 13.8494
O, 9.2452, 8.0351, 16.006
O, 6.1388, 8.0694, 14.4527
O, 6.318, 3.9384, 11.7699
O, 6.0077, 5.6785, 13.5714
O, 9.9236, 7.4489, 21.6229
O, 4.6879, 14.2343, 14.9485
O, 0.6637, 13.0486, 18.4902
O, 8.7044, 4.1993, 16.3084
O, 8.3942, -7.0459, 13.5612
O, -3.1777, -0.4424, 19.1794
O, 3.3666, 11.5843, 14.8204
O, 7.1256, 6.3444, 16.0008
O, 4.499, 17.0518, 15.6871
O, 4.6732, 1.7206, 21.7292
O, 5.6605, 2.4905, 19.4701
O, 5.2443, 10.1492, 18.4269
O, 1.1792, 5.3588, 13.3212
O, 4.9216, 6.1921, 11.1568
O, 6.3173, 8.75, 11.7994
O, 2.6543, 9.1276, 18.5488
O, 9.2961, 10.0127, 21.1965
O, 7.223, 1.0453, 21.235
O, 5.2363, 10.2709, 13.8251
O, 10.7396, 3.6022, 14.802
O, 2.8488, -1.8437, 13.931
O, 10.976, 8.6534, 19.4574
O, 3.4925, 8.5242, 10.7906
O, 9.542, 4.2242, 8.811
O, 8.6243, 3.1324, 10.9927
O, 7.0106, 4.4733, 18.3758
O, 3.0032, 0.6724, 17.814
O, 9.8006, 11.6811, 12.4286
H, 10.4713, 11.3969, 13.0837

Results
free energy: -57376.615 eV
free energy less fixed offsets of As -2657.37, H -15.86, O -447.96, Si -113.29 eV per atom: 6.045 eV
gap between the highest filled and lowest empty level on this k mesh: 1.218 eV

The program warned: the cutoff lies below the one the program advises for these potential files; the forces do not sum to zero within the program's tolerance; the exchange-correlation potential is rough where the density is thin.
